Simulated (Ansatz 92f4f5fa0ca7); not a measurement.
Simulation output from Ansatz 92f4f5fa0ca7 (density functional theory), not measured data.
Periodic cell of 234 atoms, Si134O100, from a study of silicon, its oxide and their interface. The atomic structure is a simulated model.

Settings
functional: r2SCAN
potential files: Ansatz norm-conserving
basis: plane waves
wave-function cutoff: 1300 eV
density cutoff ratio: 4
exchange-correlation grid ratio: 1
k mesh: 2 x 2 x 1, shifted by 0.5 0.5 0.5 of a step
self-consistency stop: 5e-08 eV per atom in the density residual
occupations: Fermi-Dirac, 0.05 eV
spin: none
net charge: 0

Cell vectors (angstrom)
a, 11.5403, 0, 0
b, 0, 15.3871, 0
c, -0.5869, -5.2308, 22.9098

Atoms and the computed forces on them: element, x, y, z (angstrom), force x, y, z (eV/angstrom)
Si, 2.9969, 1.6967, -0.1682, -0.0262, 0.0662, -0.474
Si, 3.0628, 4.8002, -0.0816, 0.0541, -0.0533, -0.4163
Si, 2.9024, 9.4141, -0.1, -0.081, 0.0711, -0.3606
Si, 2.923, 12.5425, -0.1335, -0.063, -0.1711, -0.3798
Si, 6.8567, 1.7781, -0.1447, 0.1433, 0.065, -0.6322
Si, 6.806, 4.9005, -0.189, -0.0343, 0.0345, -0.3497
Si, 6.7212, 9.5675, -0.202, 0.0921, 0.2089, -0.5393
Si, 6.7534, 12.7012, 0.0269, 0.0196, -0.0303, -0.4578
Si, 10.8758, 1.7827, 0.135, -0.0785, 0.0761, -0.2538
Si, 10.6777, 4.9013, -0.2779, -0.0501, -0.0061, -0.2682
Si, 10.6657, 9.3634, 0.3436, 0.0413, 0.2818, -0.2335
Si, 10.4295, 12.4994, 0.2025, 0.0182, -0.2398, -0.019
Si, 4.9335, 1.4132, 1.2003, -0.1221, 0.0097, -0.2576
Si, 4.9488, 5.1916, 1.2543, 0.0034, 0.0147, -0.219
Si, 4.8626, 9.166, 1.2102, -0.0957, 0.0579, -0.1265
Si, 4.793, 12.8426, 1.3053, 0.0275, -0.0618, -0.2358
Si, 8.7875, 1.4686, 1.2249, -0.0116, 0.0582, -0.2895
Si, 8.7709, 5.222, 1.119, -0.0786, -0.0625, -0.2538
Si, 8.5656, 9.0273, 1.2776, -0.0817, 0.0054, -0.2856
Si, 8.5732, 13.0036, 1.4573, -0.0824, -0.0347, -0.1861
Si, 12.757, 1.5706, 1.4224, 0.1819, -0.0552, -0.0855
Si, 12.6024, 5.2571, 1.1474, 0.0819, -0.1162, -0.3183
Si, 12.6786, 9.0303, 1.4337, 0.0527, 0.1019, -0.2046
Si, 12.5654, 12.9846, 1.2326, -0.0538, 0.0361, -0.4065
Si, 4.9426, 3.3191, 2.6201, 0.0227, -0.147, 0.0982
Si, 4.9007, 7.1953, 2.5475, -0.0268, -0.0271, -0.1261
Si, 4.8524, 10.9791, 2.7491, 0.0553, 0.0206, 0.139
Si, 4.8701, 14.8384, 2.5493, 0.0427, -0.0061, -0.087
Si, 8.7808, 3.3863, 2.5817, -0.0337, 0.0198, 0.0706
Si, 8.6883, 7.0975, 2.5855, 0.0969, 0.0324, -0.0821
Si, 8.652, 10.9738, 2.6971, -0.0971, 0.0239, 0.4461
Si, 8.7186, 14.9621, 2.6531, 0.052, -0.0539, -0.0054
Si, 12.6756, 3.4864, 2.6937, 0.0319, 0.0861, 0.1117
Si, 12.6401, 7.0915, 2.6799, -0.0113, -0.0232, 0.0201
Si, 12.5957, 11.0348, 2.6971, -0.0629, -0.0024, 0.3245
Si, 12.6172, 14.9142, 2.5942, -0.0509, -0.1071, -0.1192
Si, 3.0582, 3.4471, 4.0199, 0.0458, 0.0739, -0.0923
Si, 3.04, 7.1716, 4.0256, 0.0694, 0.0138, 0.0918
Si, 2.9376, 10.9866, 4.1425, -0.1873, 0.0057, -0.2285
Si, 2.9818, 14.8551, 3.9514, -0.0712, -0.0133, 0.0379
Si, 6.861, 3.3616, 3.9485, 0.047, -0.1288, -0.1675
Si, 6.7903, 7.1643, 3.97, -0.023, 0.016, 0.1457
Si, 6.782, 10.9997, 4.1357, 0.2115, -0.0702, -0.2486
Si, 6.7761, 14.8652, 3.9548, -0.0713, -0.001, 0.0653
Si, 10.6981, 3.378, 3.956, 0.0144, -0.0558, -0.1631
Si, 10.6312, 7.1579, 3.9844, -0.0845, 0.0615, 0.0374
Si, 10.6259, 10.9895, 4.0729, 0.0892, 0.0018, -0.2764
Si, 10.677, 14.8508, 3.963, 0.041, -0.0541, 0.0848
Si, 2.996, 1.4483, 5.2003, -0.0634, -0.0338, 0.1244
Si, 3.1168, 5.3141, 5.4555, -0.0482, -0.0327, -0.0135
Si, 2.9714, 9.0414, 5.5137, -0.018, 0.0994, 0.1171
Si, 2.8924, 12.9666, 5.3984, 0.2058, -0.0182, -0.0725
Si, 6.8498, 1.4263, 5.2345, -0.0593, 0.2185, 0.0031
Si, 6.7514, 5.2527, 5.327, 0.1014, -0.0225, -0.0647
Si, 6.8359, 9.0418, 5.4535, -0.0689, -0.0006, -0.0538
Si, 6.8083, 12.9806, 5.4138, 0.035, -0.0875, 0.0108
Si, 10.6944, 1.4219, 5.2386, 0.0135, -0.0113, 0.0499
Si, 10.6528, 5.2398, 5.3568, -0.008, -0.0434, 0.0329
Si, 10.6051, 9.0619, 5.4555, 0.0828, 0.1419, -0.0743
Si, 10.6628, 12.931, 5.4218, -0.0916, -0.0767, -0.1508
Si, 4.915, 1.565, 6.5176, 0.0681, 0.1333, -0.2383
Si, 5.0111, 5.3232, 6.9031, 0.0397, 0.0246, 0.2449
Si, 4.9735, 9.0951, 6.8889, -0.0592, 0.0353, 0.0366
Si, 4.8238, 12.9702, 6.6967, -0.0852, -0.0814, -0.1692
Si, 8.7685, 1.3868, 6.5708, 0.0013, -0.1643, -0.2155
Si, 8.6572, 5.1405, 6.644, 0.0002, 0.0032, -0.1018
Si, 8.7016, 9.0512, 6.9132, 0.0057, 0.0705, 0.2651
Si, 8.754, 12.9586, 6.8122, -0.0249, -0.073, 0.0833
Si, 12.6317, 1.3992, 6.552, 0.0613, -0.068, -0.2226
Si, 12.6383, 5.2551, 6.6529, 0.0245, 0.1231, -0.2446
Si, 12.5129, 9.0093, 6.8542, 0.1011, -0.1172, -0.0185
Si, 12.5595, 12.9336, 6.8506, -0.0934, -0.0405, 0.1895
Si, 4.899, 3.2998, 8.1297, -0.0363, -0.0699, 0.266
Si, 5.0718, 7.2357, 8.3885, 0.07, -0.0191, 0.2812
Si, 4.8781, 11.126, 8.1825, -0.1974, -0.0139, 0.2163
Si, 4.9853, 15.0281, 7.7223, -0.0966, 0.0116, 0.1916
Si, 8.6156, 3.2059, 7.981, -0.1263, -0.0029, 0.2269
Si, 8.7587, 6.9257, 8.0882, 0.0429, 0.2393, 0.133
Si, 8.5549, 11.1087, 8.3468, 0.0893, 0.1097, 0.1581
Si, 8.8942, 14.9768, 8.0423, 0.1263, 0.0531, 0.288
Si, 12.6304, 3.2995, 7.8672, 0.0273, -0.0506, 0.2823
Si, 12.5402, 7.0007, 8.1804, -0.1106, 0.0107, 0.2675
Si, 12.5356, 10.9396, 8.2486, 0.1256, 0.064, 0.0989
Si, 12.6392, 14.9997, 8.0566, 0.0141, 0.0483, 0.2634
Si, 2.8819, 3.0388, 9.3781, -0.193, -0.2679, 0.7757
Si, 2.9476, 7.3068, 9.4692, -0.2036, 0.3857, 0.5061
Si, 2.994, 10.4928, 9.5309, -0.0465, -0.0683, 0.4721
Si, 3.1839, 15.3846, 9.1087, 0.1641, -0.0205, 0.5915
Si, 6.7702, 2.6316, 9.4508, 0.1112, -0.3318, 0.7724
Si, 7.1725, 7.2258, 9.7825, 0.3143, -0.209, 0.1155
Si, 6.5365, 11.8813, 9.7603, -0.2215, 0.3149, 0.1363
Si, 6.8398, 14.9779, 9.1083, -0.0769, 0.1209, 0.5625
Si, 10.6519, 3.2948, 9.0734, 0.0704, -0.007, 0.8394
Si, 10.5908, 6.3369, 9.482, 0.235, -0.2678, 0.4816
Si, 10.5654, 10.9912, 9.5684, -0.0895, -0.0091, 0.2785
Si, 10.7829, 15.658, 9.4287, -0.0277, 0.1836, 0.6193
Si, 3.1502, 5.1432, 11.6286, -0.2322, -0.027, -0.0973
Si, 3.0471, -1.4253, 11.6685, 0.0896, 0.1888, 0.1738
Si, 2.8642, 2.567, 15.7889, 0.1268, 0.0038, 0.0407
Si, 0.1556, 7.2117, 15.8793, -0.1209, -0.0541, 0.0892
Si, 13.5069, 9.0912, 17.5044, -0.0726, -0.1257, -0.3449
Si, 5.5186, -5.2525, 14.6818, 0.0261, -0.239, 0.1217
Si, 6.4712, 0.7333, 19.7999, 0.0664, -0.1282, -0.3763
Si, 11.5339, -1.9161, 11.35, -0.2446, 0.0773, 0.1314
Si, 4.4008, 7.6488, 16.1083, 0.141, -0.0222, -0.0036
Si, 9.4962, 8.4989, 11.2402, 0.1216, -0.0638, 0.0353
Si, 9.0795, 5.6397, 16.3444, 0.2573, 0.2574, 0.1615
Si, 6.7838, 3.7501, 19.7782, 0.1094, 0.1355, -0.3137
Si, 2.5067, 0.3757, 14.0036, 0.0129, 0.0202, 0.0704
Si, 8.2299, -4.1518, 14.7704, 0.1252, 0.1442, 0.0567
Si, 10.2908, 9.3476, 14.0522, 0.1898, 0.0931, 0.3166
Si, 2.5062, 5.508, 14.7315, -0.102, 0.0343, 0.3778
Si, 3.2989, -1.415, 16.4698, -0.0285, 0.0196, 0.0064
Si, 13.692, 1.8048, 20.6836, 0.1476, 0.1406, 0.0409
Si, 4.5044, 11.4565, 12.0682, -0.1832, 0.0581, 0.2426
Si, 11.7325, 1.271, 15.3757, -0.059, -0.0283, -0.1289
Si, 9.9721, 7.2411, 20.0657, -0.0874, -0.0649, -0.3928
Si, 10.1015, -3.7427, 18.6147, -0.0844, 0.07, -0.3804
Si, 10.8661, -3.281, 13.8814, -0.0033, -0.028, 0.1903
Si, 7.3, 4.4975, 14.6175, 0.0737, -0.0196, 0.1136
Si, 6.3135, 5.4657, 17.243, -0.0129, 0.1674, -0.0583
Si, 6.3269, 4.789, 11.6207, 0.1785, -0.015, 0.0196
Si, 2.7717, -5.8307, 20.5287, -0.0666, -0.0103, -0.053
Si, 10.6038, 1.4082, 20.0001, -0.0284, -0.1286, -0.4269
Si, 9.2749, 2.7654, 15.7607, -0.0209, -0.0009, -0.0559
Si, 7.9369, -1.6884, 18.4704, 0.0172, -0.1698, -0.2284
Si, 9.7816, 4.2991, 20.1395, -0.0788, 0.1173, -0.2094
Si, 10.5262, -5.4677, 20.7937, -0.0236, 0.2309, -0.2732
Si, 0.9, -3.4502, 16.598, 0.0042, 0.0734, -0.0437
Si, 5.878, -5.7134, 20.6101, 0.3379, -0.1281, -0.0597
Si, 8.3649, 9.4116, 19.1652, 0.0347, -0.0582, -0.5817
Si, 9.7313, 0.2645, 17.2667, -0.1115, -0.0996, -0.2742
Si, 6.0459, -3.0073, 16.5635, 0.0551, 0.1023, 0.0738
Si, 3.8109, 1.0936, 18.1694, -0.0256, -0.0229, -0.4182
O, 13.5621, 9.413, 19.0889, 0.1724, 0.0281, 0.3472
O, 9.0863, -2.605, 19.1699, -0.0724, 0.0118, -0.0627
O, 3.0109, 3.2618, -0.7484, 0.0069, 0.1596, 0.7277
O, 3.3175, 5.8091, -1.3476, -0.1719, 0.0017, 0.0597
O, 2.8897, 8.4454, -1.4287, -0.0123, -0.1511, 0.139
O, 2.8084, 10.9691, -0.6854, 0.1387, 0.1107, 0.601
O, 10.1635, 2.8889, 19.4187, -0.0038, -0.1454, 0.3699
O, 6.7559, -5.8706, 19.2176, -0.1452, 0.0585, 0.555
O, 11.0687, -4.3334, 19.7703, -0.1849, -0.2546, 0.2459
O, 6.6952, 5.8678, -1.5306, 0.0418, -0.2808, 0.2758
O, 2.8748, 0.697, -1.4987, 0.0506, 0.0409, 0.2858
O, 11.8373, -3.0758, 15.156, -0.1604, -0.0987, -0.1273
O, 6.5207, 8.9707, -1.745, 0.0927, 0.0773, 0.561
O, 6.9099, 11.169, -0.5433, -0.1422, -0.1738, 0.3995
O, 6.7426, 13.6404, -1.3204, -0.0564, 0.1057, 0.1321
O, 10.7916, 3.2594, -0.7122, -0.0468, 0.0125, 0.5257
O, 8.6908, -0.9791, 17.1964, -0.0111, 0.0402, 0.3693
O, 10.4982, 5.9582, -1.5774, 0.1457, -0.4046, 0.3666
O, 9.5846, 4.1145, 16.6273, -0.2422, -0.0519, -0.2239
O, 10.8535, 9.2127, -1.2675, -0.0629, 0.0581, 0.2825
O, 8.041, 3.0461, 14.7375, 0.0516, 0.3706, 0.2052
O, 10.6614, 10.9601, 0.6611, 0.0342, -0.0233, -0.4395
O, 4.3372, -5.6638, 20.1752, -0.0842, -0.0477, 0.0968
O, 3.0098, 1.4617, 9.8804, -0.013, -0.0021, -0.7464
O, 4.0297, 12.9658, 12.4984, -0.0412, -0.1543, -0.3329
O, 2.5695, 3.8742, 10.7835, 0.2366, 0.0742, -0.4569
O, 2.7407, 6.5429, 10.918, 0.1641, -0.1705, -0.3972
O, 8.4463, 5.6628, 14.8319, -0.2387, -0.3815, 0.3015
O, 10.3185, 6.6361, 16.5052, 0.0048, -0.0827, -0.1546
O, 10.4447, 5.7311, 19.6104, -0.2332, -0.0561, 0.2913
O, 3.3047, 11.0088, 11.0708, 0.0573, -0.0075, -0.414
O, 6.76, 1.0286, 9.9811, 0.0484, 0.2741, -0.8502
O, 9.2791, 10.0125, 15.185, -0.0376, 0.1213, -0.368
O, 2.8435, 8.8941, 9.8709, 0.1668, 0.0766, -0.5047
O, 5.9356, 11.4057, 11.2591, 0.1687, 0.1397, -0.39
O, 4.5376, -4.8172, 13.4504, 0.1515, 0.2325, -0.278
O, 1.0221, 6.035, 15.1653, 0.2066, 0.0714, -0.0389
O, 6.7272, 13.5394, 9.9603, -0.0102, -0.4224, -0.3899
O, 7.0887, 6.0366, 10.9159, -0.2133, 0.1132, -0.1816
O, 10.9051, -0.5077, 10.8671, 0.1784, -0.1601, -0.2875
O, 11.1566, -4.8149, 13.3942, -0.2483, 0.0454, 0.1126
O, 2.8935, -0.0549, 12.5159, -0.0641, -0.3573, -0.0567
O, 10.6502, 4.7216, 9.9675, -0.0014, 0.2678, -0.8436
O, 10.3523, 9.7063, 10.5688, -0.1433, 0.0017, -0.0737
O, 9.4436, 8.6533, 12.8577, 0.0422, 0.0462, -0.3684
O, 10.7908, -3.0831, 10.517, 0.0819, -0.0208, -0.075
O, 8.1835, 4.5287, 20.0274, 0.0851, -0.1339, 0.0487
O, 6.203, 4.629, 15.8332, 0.2965, 0.0789, -0.0575
O, 8.9139, 7.8793, 18.981, 0.226, 0.1122, 0.5474
O, 11.1552, -3.14, 17.5531, -0.0606, -0.2259, 0.0854
O, 12.4321, 0.6175, 14.0723, 0.3146, 0.058, 0.2652
O, 3.2576, 1.774, 14.409, -0.3495, -0.1804, 0.2074
O, 6.0069, 4.5196, 18.5428, 0.2861, -0.1584, 0.2568
O, 6.6335, 4.6889, 13.1948, -0.0405, 0.0142, -0.3808
O, 10.598, 2.3405, 14.9153, -0.0332, -0.1445, 0.3671
O, 12.9309, 10.3942, 16.7185, 0.0124, -0.0206, 0.1872
O, 13.1394, -2.0147, 11.2164, 0.119, 0.0535, 0.015
O, 8.893, 1.5757, 16.7878, 0.2992, -0.0009, -0.0045
O, 5.3298, -4.4131, 16.0948, 0.1926, 0.1435, -0.2244
O, 10.7194, 1.8676, 9.96, -0.0235, -0.2461, -0.9223
O, 9.2298, -3.1452, 13.9734, 0.1631, -0.3126, 0.1506
O, 11.2475, -2.0728, 12.9155, 0.0452, -0.1458, -0.2797
O, 4.7496, 5.0253, 11.5031, -0.0404, -0.0146, 0.0971
O, 10.3137, 0.3954, 18.7668, -0.0049, 0.2634, 0.2611
O, 0.9519, 7.8657, 17.1345, 0.104, 0.2077, -0.0598
O, 11.3051, 8.3147, 14.7617, -0.1488, 0.076, -0.0561
O, 10.3115, 7.125, 10.902, -0.1114, 0.1424, -0.2378
O, 8.8946, 9.8832, 20.634, 0.3226, -0.063, 0.0091
O, 5.3001, 8.5801, 15.1094, -0.0967, 0.1966, 0.0857
O, 5.2131, 0.6166, 18.7926, 0.0452, 0.127, 0.2767
O, 3.9399, 2.169, 16.9428, -0.2241, -0.2239, 0.0758
O, 4.853, -1.9126, 16.3419, -0.0365, -0.1868, 0.067
O, 7.4691, -3.0805, 15.7429, -0.184, -0.3143, -0.0414
O, 2.2265, -2.5613, 16.8868, 0.0122, 0.0228, -0.1423
O, 7.9732, 8.4613, 10.6038, -0.2249, -0.3137, -0.1009
O, 2.9158, -0.8128, 15.0242, -0.0819, 0.1952, -0.0424
O, 6.808, 3.4292, 10.8905, -0.1249, 0.1452, -0.2964
O, 3.1302, -0.2689, 17.6047, 0.1431, 0.1669, 0.0109
O, 3.4326, 8.6263, 16.9689, -0.1208, -0.014, 0.0229
O, 5.3048, 6.7448, 17.1338, -0.0354, -0.0547, -0.1789
O, 2.5825, 5.1742, 13.1482, 0.2233, -0.0095, -0.2697
O, 3.7355, -1.0494, 10.2611, -0.2796, 0.0578, -0.04
O, 11.0093, 0.1039, 16.2601, -0.0879, 0.3267, 0.0714
O, 12.1577, 1.5001, 20.3601, -0.0161, 0.015, 0.0364
O, 2.5225, -7.1674, 21.4169, -0.0727, 0.0544, 0.2035
O, 6.8604, 0.886, -1.528, -0.0974, -0.0151, 0.3072
O, 9.3251, 7.1095, 21.5446, 0.2394, 0.1472, 0.4284
O, 1.3679, 2.0412, 16.2254, 0.0027, -0.0937, -0.2045
O, 2.8579, 4.1604, 15.5672, -0.0667, 0.0551, -0.1889
O, 6.6501, -2.6215, 18.0418, 0.144, 0.1024, -0.0869
O, 11.3368, 0.3386, -0.6343, -0.2185, 0.2437, -0.1919
O, 2.9479, 1.8658, 19.2851, -0.0685, -0.0866, 0.3478
O, 3.5682, 6.6603, 15.134, -0.1137, -0.0979, 0.0031
O, 9.1059, -4.9715, 18.0853, 0.0899, 0.0221, 0.4548
O, 7.0119, -4.9806, 14.0748, -0.0774, 0.1815, 0.2358
O, 6.8131, 3.3321, -0.7361, 0.0064, 0.0088, 0.6391
O, 7.4576, -0.5152, 19.4733, -0.0595, 0.177, 0.0368
O, 7.8581, 5.9933, 17.3591, -0.1169, -0.2049, -0.2224
O, 11.0977, 8.4406, 20.3265, -0.1865, 0.1937, 0.3112
O, 7.1266, 2.1877, 19.4567, -0.1446, -0.0307, 0.2183

Results
free energy: -62193.157 eV
free energy less fixed offsets of O -463.61, Si -117.95 eV per atom: -26.857 eV
pressure: -1.84 GPa
stress xx, yy, zz, yz, xz, xy (GPa, positive in tension): 0.88, 2.6, 2.04, -0.1, 0.03, -0.24
